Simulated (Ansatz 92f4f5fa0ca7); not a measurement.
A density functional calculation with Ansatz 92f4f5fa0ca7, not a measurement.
Periodic cell of 227 atoms, Si134O92H1, from a study of silicon, its oxide and their interface. The atomic structure is a simulated model.
Doubt: the cutoff is far below the 930 eV that the study's wrapper takes by default for these files, so forces and energies are approximate.
This geometry differs little from another in the collection (a relaxation step or a small displacement).

Settings
functional: PBE
potential files: Ansatz PAW
basis: plane waves
wave-function cutoff: 580 eV
density cutoff ratio: 5
exchange-correlation grid ratio: 1
k mesh: 1 x 1 x 1, Gamma-centred
self-consistency stop: 5e-08 eV per atom in the density residual
occupations: fixed
spin: none
net charge: +1 e, with a uniform compensating background and no finite-size correction

Cell vectors (angstrom)
a, 10.938, 0, 0
b, 0, 10.938, 0
c, 0, 0, 32.9949

Atoms and the computed forces on them: element, x, y, z (angstrom), force x, y, z (eV/angstrom)
Si, -0.1671, 0.1886, 25.4685, -0.0019, 0.0001, -0.0111
Si, 5.838, -0.3144, 25.5512, 0.0023, -0.0012, -0.0067
Si, 2.533, 2.9723, 25.607, -0.0016, 0.0023, -0.0068
Si, 8.5704, 2.4372, 25.6456, -0.0013, 0.0022, -0.0199
Si, 0.2584, 5.1015, 25.7271, 0.0023, -0.002, 0.0064
Si, 5.221, 5.6762, 25.4673, -0.0066, 0.004, -0.0039
Si, 2.9682, 7.9277, 25.3266, 0.0007, -0.003, 0.0085
Si, 8.0784, 8.39, 25.3893, 0.0006, 0.006, -0.0101
Si, 1.4073, 1.3143, 26.843, -0.0003, 0.001, 0.0023
Si, 6.9157, 1.298, 26.88, 0, -0.0019, -0.0005
Si, 4.1161, 4.1364, 26.8813, -0.0049, 0.0036, 0.0038
Si, 9.652, 3.9769, 27.0401, -0.0004, 0.0018, 0.0013
Si, 1.4327, 6.8255, 26.7996, 0.0073, -0.0025, 0.0029
Si, 6.8784, 6.8159, 26.7405, -0.0047, 0.0004, 0.0021
Si, 4.1458, 9.4796, 26.7496, 0.0018, -0.0083, 0.0006
Si, 9.6067, 9.5443, 26.7897, -0.0005, -0.0002, 0.0001
Si, 2.7945, -0.0636, 28.1654, -0.0005, 0.0013, 0.0017
Si, 8.262, -0.0529, 28.2387, -0.0017, -0.0018, 0.0043
Si, 0.0886, 2.6297, 28.3076, 0.0023, 0.0003, 0.0039
Si, 5.4993, 2.7118, 28.1869, 0, -0.0012, 0.0016
Si, 2.7472, 5.4792, 28.2422, -0.0026, 0.0004, -0.0037
Si, 8.2116, 5.4508, 28.1932, 0.0027, -0.0029, 0.003
Si, 0.0309, 8.1814, 28.1677, 0.0014, -0.0004, 0.0008
Si, 5.5071, 8.1567, 28.1832, -0.0008, 0.003, -0.0001
Si, 4.1018, 1.3673, 29.5766, 0.0937, -0.1263, -0.278
Si, 9.5708, 1.3673, 29.5766, 0.0907, -0.4358, 0.5746
Si, 1.3673, 4.1018, 29.5766, 0.2586, 0.0208, 0.3768
Si, 6.8362, 4.1018, 29.5766, -0.0197, -0.0118, -0.0982
Si, 4.1018, 6.8362, 29.5766, 0.225, 0.044, 0.1614
Si, 9.5708, 6.8362, 29.5766, 0.0565, 0.0135, -0.2676
Si, 1.3673, 9.5708, 29.5766, 0.1012, -0.0855, -0.2723
Si, 6.8362, 9.5708, 29.5766, 0.0082, -0.1964, -0.0073
Si, 0, 0, 30.9439, -0.1223, 0.066, 0.0383
Si, 5.469, 0, 30.9439, 0.0116, -0.0053, -0.0256
Si, 2.7345, 2.7345, 30.9439, -0.027, 0.1372, 0.0148
Si, 8.2035, 2.7345, 30.9439, 0.0115, 0.0308, -0.038
Si, 0, 5.469, 30.9439, -0.06, -0.0524, -0.0211
Si, 5.469, 5.469, 30.9439, -0.0665, 0.0197, -0.0035
Si, 2.7345, 8.2035, 30.9439, 0.0526, 0.0394, -0.023
Si, 8.2035, 8.2035, 30.9439, -0.0728, 0.0382, -0.0059
Si, 1.3673, 1.3673, 32.3111, 0.0348, -0.062, -0.0213
Si, 6.8362, 1.3673, 32.3111, 0.029, 0.0204, -0.0166
Si, 4.1018, 4.1018, 32.3111, 0.0818, -0.0687, -0.0067
Si, 9.5708, 4.1018, 32.3111, 0.0033, 0.0004, -0.0245
Si, 1.3673, 6.8362, 32.3111, 0.014, -0.0186, -0.0228
Si, 6.8362, 6.8362, 32.3111, 0.0588, -0.0539, -0.0207
Si, 4.1018, 9.5708, 32.3111, -0.0285, -0.0124, -0.0159
Si, 9.5708, 9.5708, 32.3111, 0.0846, -0.0612, -0.0107
Si, 2.7345, 0, 0.6835, -0.0018, 0.0281, 0.0147
Si, 8.2035, 0, 0.6835, -0.0682, 0.0076, 0.0114
Si, 0, 2.7345, 0.6835, -0.0567, 0.0546, 0.0072
Si, 5.469, 2.7345, 0.6835, -0.012, 0.0659, 0.0318
Si, 2.7345, 5.469, 0.6835, -0.0278, 0.0151, 0.0173
Si, 8.2035, 5.469, 0.6835, -0.03, -0.0065, 0.0272
Si, 0, 8.2035, 0.6835, -0.0916, 0.0238, 0.029
Si, 5.469, 8.2035, 0.6835, -0.0226, 0.0504, 0.0055
Si, 4.1018, 1.3673, 2.0507, -0.03, -0.0914, 0.0084
Si, 9.5708, 1.3673, 2.0507, 0.0975, 0.0413, 0.0494
Si, 1.3673, 4.1018, 2.0507, -0.0387, -0.0532, 0.0555
Si, 6.8362, 4.1018, 2.0507, 0.0144, -0.061, -0.0485
Si, 4.1018, 6.8362, 2.0507, 0.0547, -0.0699, 0.0172
Si, 9.5708, 6.8362, 2.0507, 0.0036, -0.0226, -0.006
Si, 1.3673, 9.5708, 2.0507, 0.0795, 0.0038, -0.004
Si, 6.8362, 9.5708, 2.0507, 0.0973, -0.0812, 0.0015
Si, 0, 0, 3.418, 0.1913, 0.1225, 0.1087
Si, 5.469, 0, 3.418, -0.3483, 0.0201, 0.3923
Si, 2.7345, 2.7345, 3.418, -0.1844, -0.2768, 0.0888
Si, 8.2035, 2.7345, 3.418, -0.3104, 0.0609, -0.0472
Si, 0, 5.469, 3.418, 0.0547, 0.1936, -0.1285
Si, 5.469, 5.469, 3.418, -0.0182, -0.0097, -0.4089
Si, 2.7345, 8.2035, 3.418, -0.0579, 0.4662, 0.2542
Si, 8.2035, 8.2035, 3.418, -0.0899, 0.3158, -0.4316
Si, 1.3956, 1.3407, 4.8902, -0.0049, -0.0058, 0.0044
Si, 6.7826, 1.4075, 4.8004, 0.0011, 0.0042, 0.0022
Si, 4.1031, 4.0859, 4.7417, 0.0069, 0.0109, -0.0011
Si, 9.5097, 4.1726, 4.7415, 0.0012, -0.0069, -0.0017
Si, 1.3137, 6.9028, 4.779, 0.0187, -0.0014, 0.0009
Si, 6.7674, 6.9086, 4.7135, 0.0007, -0.0067, -0.0029
Si, 4.0225, 9.6372, 4.889, -0.0031, 0.0001, -0.0037
Si, 9.5357, 9.6091, 4.7527, 0.0076, -0.0018, 0.0058
Si, 2.7181, 0.0061, 6.5254, 0.0047, 0.0108, 0.0018
Si, 8.1205, 0.0003, 6.1182, -0.0115, -0.0022, -0.0139
Si, -0.2066, 2.7229, 6.1083, -0.0068, 0.0006, -0.0154
Si, 5.4026, 2.7563, 6.2063, 0.0015, -0.0042, -0.0016
Si, 2.7531, 5.5449, 6.0513, -0.0239, -0.0047, -0.0113
Si, 8.1513, 5.5876, 6.0308, 0.001, 0.0049, -0.0102
Si, -0.0543, 8.2738, 6.1559, -0.0075, -0.0006, 0.0004
Si, 5.383, 8.184, 6.1449, -0.0053, -0.0002, -0.002
Si, 3.8631, 1.8022, 7.7825, -0.0071, -0.0072, 0.0022
Si, 9.5949, 1.1875, 7.5039, 0.0149, -0.007, 0.0172
Si, 1.6146, 3.7902, 6.9892, 0.03, 0.0026, 0.0316
Si, 6.6026, 4.4402, 7.3052, -0.0124, -0.0001, -0.0031
Si, 4.3093, 6.5715, 7.5082, 0.0032, -0.0064, 0.0235
Si, 9.2687, 7.1286, 7.4175, 0.0029, 0.0076, 0.0098
Si, 0.8547, 9.8346, 7.682, -0.0145, 0.0027, 0.0118
Si, 6.9933, 9.3205, 7.3841, 0.0037, -0.0045, 0.0211
O, 5.4612, 5.4688, 7.937, -0.0043, 0.0147, -0.0037
O, -0.0805, 0.235, 7.8921, -0.015, 0.001, -0.0016
O, 2.5687, 2.8743, 7.9286, -0.0216, 0.0101, -0.0296
O, 8.1658, 8.2648, 7.8595, 0, -0.01, -0.012
O, 2.2533, 8.535, 23.9454, 0.0002, -0.0005, -0.0011
O, 8.1031, 5.4872, 22.9277, -0.0011, -0.0011, 0.0002
O, 6.9328, 9.5172, 24.955, 0.0003, 0.0049, 0.0012
O, 1.3778, 4.0495, 25.0955, 0.0024, -0.0052, -0.0047
O, 6.3241, 9.9518, 8.7349, 0.0018, -0.0022, -0.0035
O, -0.7568, 3.9785, 9.0677, -0.0146, 0.0249, -0.0019
O, 0.6522, 9.137, 9.1623, 0.0045, 0.0048, -0.0121
O, 7.516, 3.8715, 8.5265, 0.0509, -0.0137, 0.0404
O, 9.8088, 6.5538, 8.8583, 0.0347, -0.0589, 0.0376
O, 4.4562, 1.791, 9.327, 0.0014, 0.0017, 0.0032
O, 3.5662, 7.1232, 8.8697, 0.0029, -0.0039, -0.0077
O, 8.9369, 1.7167, 8.9523, 0.014, -0.0049, -0.018
O, 5.2299, 0.4973, 24.2691, 0.0026, -0.0047, 0.0039
O, 7.982, 3.2534, 24.3708, 0.0051, -0.0069, 0.0091
O, 11.6927, 6.6449, 19.8431, -0.0001, -0.0009, 0.0011
O, 5.8644, 4.8557, 24.1943, 0.0014, 0.0001, 0.0022
O, 8.8135, 7.7974, 24.0084, -0.0063, 0.0075, 0.0074
O, 3.2746, 2.3594, 24.2805, -0.0001, -0.0007, 0.0042
O, 4.1119, 6.7907, 24.8998, 0.0018, -0.0018, -0.0081
O, 11.3878, -0.4549, 24.0772, -0.0032, 0.0027, 0.0032
Si, 11.6583, 8.9527, 10.7906, -0.002, 0.0074, 0.0031
Si, 6.9294, 15.2171, 11.6298, -0.0056, 0.0016, 0.0019
Si, 8.1843, 11.36, 15.1285, -0.0017, -0.0014, 0.0012
Si, 2.0492, 13.108, 19.3723, -0.0007, -0.0003, -0.0007
Si, 4.6136, 13.49, 10.7969, 0.0028, -0.0039, -0.0013
Si, 1.6876, -2.3913, 17.6484, 0, -0.0009, -0.0017
Si, 4.9558, 1.4364, 18.8413, 0.0003, -0.0003, -0.0007
Si, 0.7983, -0.6367, 20.1423, -0.0012, 0.0003, -0.0021
Si, -0.8861, 7.6828, 13.0582, -0.0001, 0.0008, 0.0046
Si, -3.2512, -1.9413, 16.6335, -0.0008, -0.0004, 0.0001
Si, 9.1219, 2.4767, 16.7227, -0.0015, -0.0004, 0.0009
Si, 8.7191, 3.2832, 9.4278, -0.0547, 0.01, -0.0034
Si, 6.4947, 9.8248, 10.3622, 0.0041, -0.0029, 0.0081
Si, 10.6911, 5.4431, 9.64, -0.0626, 0.0557, 0.0854
Si, 1.6327, 8.9991, 14.5596, 0.0026, -0.001, 0.0024
Si, 3.9876, 12.0888, 23.4563, -0.0006, 0.0026, -0.0009
Si, 5.3346, 3.0199, 21.4195, -0.0009, -0.0002, -0.0008
Si, -3.8878, 7.4437, 12.1507, -0.0014, -0.001, -0.001
Si, -1.9604, -1.8745, 19.2326, -0.0015, -0.0003, -0.0006
Si, 11.3854, 5.6579, 21.1039, -0.0008, -0.0008, -0.0012
Si, 6.3049, 2.2968, 16.0695, 0.0015, -0.0016, 0.0002
Si, 16.3795, 4.3532, 14.2198, -0.0002, -0.0008, 0.0006
Si, -0.1219, 4.872, 12.7086, 0.0052, 0.0136, -0.0115
Si, 10.2765, 2.2167, 13.9973, 0.0003, -0.0017, 0.0032
Si, 1.6859, 9.889, 23.1728, -0.0002, 0.0003, -0.0032
Si, 2.9974, 4.5395, 12.1909, -0.0018, 0.006, 0.0053
Si, 5.8682, 6.883, 16.0736, -0.0002, 0.0003, -0.0006
Si, -4.8927, 9.492, 19.0566, 0, -0.0006, -0.0003
Si, 10.5881, 6.7531, 18.6404, -0.0005, -0.0005, -0.0015
Si, 4.2592, 6.9945, 18.6674, -0.0001, -0.0001, -0.0011
Si, -0.2986, 3.8629, 18.8243, -0.0004, -0.0013, -0.001
Si, 4.4725, 0.0608, 12.1806, 0.0001, -0.0008, 0.0001
Si, 12.3906, 11.2753, 12.6967, 0.0016, -0.0022, 0.0022
Si, 2.5629, 6.6961, 10.0943, 0.0109, 0.0082, 0.0118
Si, 7.163, 4.2517, 23.3998, -0.0012, -0.0024, -0.0015
Si, 9.3782, 6.3783, 23.3851, -0.0002, -0.0024, -0.0065
Si, 4.5701, -2.3956, 13.9129, -0.001, -0.0003, 0.0007
Si, 3.1828, 4.7819, 20.8202, -0.0004, -0.0012, -0.0014
O, 8.9532, -1.6482, 17.6099, -0.0009, -0.0001, -0.001
O, -4.5785, 9.5445, 17.4432, 0.0001, -0.0006, -0.0001
O, 11.5905, 1.6843, 13.1501, 0, 0.0005, -0.0011
O, 10.3907, 6.1667, 13.5741, 0.0024, -0.0117, -0.0245
O, 3.7252, 5.8128, 19.6653, 0.0004, -0.001, -0.0004
O, 12.2782, 5.79, 9.3884, 0.0021, -0.0039, 0.0088
O, 7.5592, 10.923, 10.9203, 0.1472, 0.1607, -0.2083
O, -3.5328, -3.5239, 16.3252, -0.001, -0.0008, -0.0005
O, 5.6596, 3.8046, 10.7004, 0.0039, -0.0006, -0.0034
O, 14.979, 4.6106, 13.4289, -0.0048, -0.0006, -0.0074
O, -1.2881, 1.332, 25.0396, -0.0021, 0.0009, 0.0092
O, 5.0099, 8.1334, 15.4281, -0.0001, -0.0005, -0.0008
O, 8.8305, 11.8079, 16.5822, -0.0004, -0.0006, -0.001
O, 2.9296, 8.2128, 13.8545, -0.0005, 0.0003, -0.0004
O, 4.9853, 10.0387, 10.9609, -0.0001, -0.0003, -0.0041
O, 1.9416, 5.3863, 21.7225, -0.0016, 0, -0.0004
O, 13.0148, 8.0299, 10.8976, 0.005, -0.0064, -0.0026
O, 1.2088, -1.2738, 21.6175, 0.001, -0.0005, 0.0029
O, 1.0661, 3.0527, 18.4011, 0.0001, -0.001, -0.0003
O, 5.5035, 2.611, 19.8501, -0.0002, -0.0003, 0.0004
O, 2.9645, 7.6116, 17.9293, 0.0001, -0.0007, -0.0005
O, 1.8465, -1.7849, 16.1573, -0.0003, -0.0002, -0.0009
O, 0.6744, 10.3937, 11.5487, -0.0014, -0.0016, -0.0019
O, 2.9006, 0.0136, 23.1208, -0.0002, 0.0002, -0.0004
O, 3.1806, 3.1879, 11.2789, -0.0014, 0.001, 0.0005
O, 0.3127, 7.6819, 17.5034, -0.0004, -0.0009, -0.0004
O, -0.6203, 13.6635, 15.5851, 0.0012, -0.0001, -0.0027
O, -2.5384, 7.8078, 13.049, 0.0033, -0.0014, 0.0012
O, 7.1406, 5.8951, 11.6066, -0.0013, -0.0015, 0.0001
O, 5.1015, 8.1932, 19.4294, -0.0009, -0.0005, -0.0006
O, 5.2058, 6.3691, 17.4781, -0.0005, -0.0011, -0.001
O, 5.6142, 7.715, 12.9271, 0.001, -0.0017, -0.0007
O, 10.3899, 5.3302, 11.2059, 0.0494, -0.0221, -0.0911
O, -0.5385, 6.4673, 22.1174, 0.0006, -0.0008, -0.0023
O, -1.7769, 0.9994, 13.9326, 0.0009, 0.0009, -0.0025
O, -0.5786, 5.2643, 18.0171, -0.0003, 0.0002, -0.0008
O, 7.9861, 9.7479, 15.2037, 0.0008, -0.0003, -0.0006
O, 6.626, 3.8748, 13.1818, 0.0001, -0.0009, -0.0039
O, 4.4983, 4.4055, 21.6912, 0.0013, -0.0008, -0.0007
O, 8.2299, 3.484, 10.9687, 0.0116, -0.0063, -0.0092
O, 7.4904, 9.3761, 19.8511, -0.0008, -0.0008, -0.0011
O, 10.4704, 8.0809, 11.5009, 0.0047, 0.0067, 0.0034
O, 7.6765, 14.1263, 16.3487, 0.0001, -0.0001, -0.0005
O, 1.6925, 10.5477, 14.1077, -0.0011, 0.001, -0.0017
O, 0.1245, 8.514, 14.0739, -0.0042, -0.0024, -0.0026
O, 9.9441, 3.5906, 13.1782, 0.0001, 0.0029, -0.0023
O, 14.2576, 5.7969, 11.1974, -0.0044, -0.0026, 0.0019
O, -3.9197, 8.3435, 10.7898, 0.0011, 0.0004, -0.0028
O, -0.2547, 4.2864, 20.4369, 0, 0.001, 0.0006
O, 6.7053, 12.0407, 15.0192, -0.0004, -0.0005, -0.0007
O, 13.8517, 11.4395, 12.0071, -0.0014, 0.0011, -0.0012
O, 16.1144, 3.2087, 15.3407, -0.0032, 0.0011, -0.002
O, 6.7697, 3.3485, 22.1072, 0.0008, 0.0018, 0.0011
O, 5.2003, 12.4538, 11.9311, -0.0013, 0.0016, -0.0015
O, 5.2973, 10.8878, 19.4425, -0.0004, -0.0008, -0.0007
O, 3.3342, 1.5292, 18.6021, -0.0003, -0.0005, 0
O, 9.4708, 2.8636, 18.267, -0.0003, -0.0005, -0.0009
O, 1.1837, 11.9081, 20.1119, -0.0003, -0.0014, -0.0003
O, 1.5857, 9.6335, 18.8683, -0.0008, 0.0001, 0.0015
O, 10.2465, 5.6508, 24.5303, 0.0012, -0.0027, 0.0008
O, 5.9352, 5.6874, 14.9873, 0.0001, -0.0017, -0.0017
O, 4.5956, 1.7348, 22.086, -0.0005, -0.0018, 0.0008
O, 2.6384, 14.2422, 20.3767, 0.0002, 0.0004, 0.0001
O, -0.811, 20.9336, 19.9378, 0.0011, 0, 0.0003
O, 4.7349, -0.782, 13.563, 0, 0.0003, -0.0004
O, 5.6978, 1.6681, 17.4252, -0.0002, -0.0007, 0.0006
O, 1.4822, 4.593, 12.7736, -0.0121, 0.0061, -0.0076
O, 9.2772, 7.4443, 19.3398, -0.0003, -0.0022, -0.0004
H, 8.0438, 11.4798, 10.2757, -0.1513, -0.1609, 0.2

Results
free energy: -137526.732 eV
free energy less fixed offsets of H -15.97, O -568.88, Si -635.61 eV per atom: -2.062 eV

The program warned: the cutoff lies below the one the program advises for these potential files; the exchange-correlation potential is rough where the density is thin.
